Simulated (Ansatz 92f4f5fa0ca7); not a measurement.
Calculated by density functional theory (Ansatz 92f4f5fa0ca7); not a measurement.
Periodic cell of 228 atoms, Si134O93H1, from a study of silicon, its oxide and their interface. The atomic structure is a simulated model.
Doubt: the cutoff is far below the 930 eV that the study's wrapper takes by default for these files, so forces and energies are approximate.

Settings: functional PBE; potential files Ansatz PAW; basis plane waves; wave-function cutoff 580 eV; density cutoff ratio 5; exchange-correlation grid ratio 1; k mesh 1 x 1 x 1, Gamma-centred; self-consistency stop 5e-08 eV per atom in the density residual; occupations fixed; spin none; net charge -1 e, with a uniform compensating background and no finite-size correction.

Cell vectors (angstrom)
a  10.938  0  0
b  0  10.938  0
c  0  0  32.2986

Atoms and the computed forces on them: element, x, y, z (angstrom), force x, y, z (eV/angstrom)
Si  0.3063  -0.5158  24.9989  -0.0003  0.0005  0.0019
Si  5.7874  -0.0891  25.0296  -0.0019  -0.0035  -0.0004
Si  2.7592  2.5086  24.7074  -0.0014  0.0011  0.003
Si  8.0426  2.8661  24.6531  0.0019  -0.0016  0.0019
Si  -0.0771  5.7285  24.6537  0.001  -0.0023  0.0027
Si  5.6821  4.9819  24.7603  -0.0008  0.0025  0.0036
Si  2.7661  8.4491  24.8118  -0.0004  0.0005  0.0023
Si  7.9654  8.4688  24.9894  0  -0.0021  0.001
Si  1.2675  1.3577  26.1177  0.0001  -0.0011  -0.0036
Si  7.0251  1.4293  26.2411  -0.0002  0.0003  -0.0022
Si  4.1655  3.8515  26.1235  -0.001  0.0012  -0.0032
Si  9.5433  4.2095  25.9918  0.0005  -0.0018  -0.0029
Si  1.5787  6.7429  26.0308  -0.0013  0.0003  -0.0022
Si  6.7701  6.7197  26.0503  -0.0006  -0.0003  -0.0035
Si  4.1054  9.7088  26.2321  0.0011  0.0002  -0.0032
Si  9.6765  9.3591  26.3445  0.0014  0.0013  -0.0029
Si  2.6807  0.077  27.5444  0.0009  0.0006  -0.0002
Si  8.312  -0.0555  27.5587  0.0009  -0.0007  0.0017
Si  -0.0653  2.789  27.4502  0.0003  0.0003  -0.0005
Si  5.5423  2.6573  27.5741  0.0001  -0.0004  0
Si  2.8363  5.3538  27.4669  0.0011  -0.0005  -0.0001
Si  8.1805  5.4689  27.4808  0  0.0007  -0.0007
Si  0.1582  8.0093  27.5615  -0.0009  -0.0014  -0.0001
Si  5.4536  8.1823  27.48  0.0014  -0.0017  0.0012
Si  4.1018  1.3673  28.8803  0.0275  -0.121  0.4518
Si  9.5708  1.3673  28.8803  0.2109  0.3314  0.1485
Si  1.3673  4.1018  28.8803  -0.0466  -0.0881  -0.4196
Si  6.8362  4.1018  28.8803  0.0909  0.1298  0.1765
Si  4.1018  6.8362  28.8803  0.0743  -0.2371  -0.211
Si  9.5708  6.8362  28.8803  0.1067  -0.5726  0.1165
Si  1.3673  9.5708  28.8803  0.0833  -0.1527  0.092
Si  6.8362  9.5708  28.8803  0.0173  -0.2254  -0.2015
Si  0  0  30.2476  -0.0031  0.0504  -0.0167
Si  5.469  0  30.2476  -0.1387  -0.0443  0.0071
Si  2.7345  2.7345  30.2476  0.0299  0.0077  -0.0038
Si  8.2035  2.7345  30.2476  -0.0227  0.0082  0.018
Si  0  5.469  30.2476  -0.1884  -0.0286  0.0327
Si  5.469  5.469  30.2476  0.0247  0.0512  -0.0004
Si  2.7345  8.2035  30.2476  -0.0163  0.0642  -0.0039
Si  8.2035  8.2035  30.2476  0.0071  0.1151  -0.0466
Si  1.3673  1.3673  31.6148  0.0722  -0.0844  -0.0095
Si  6.8362  1.3673  31.6148  0.0527  0.0334  -0.0414
Si  4.1018  4.1018  31.6148  0.0025  0.0494  -0.0091
Si  9.5708  4.1018  31.6148  0.1008  -0.0721  -0.0088
Si  1.3673  6.8362  31.6148  -0.0349  0.0032  -0.0428
Si  6.8362  6.8362  31.6148  0.0176  -0.0678  -0.0165
Si  4.1018  9.5708  31.6148  0.0966  -0.0884  -0.0076
Si  9.5708  9.5708  31.6148  -0.0232  0.0086  -0.0081
Si  2.7345  0  0.6835  -0.028  0.0405  0.0241
Si  8.2035  0  0.6835  -0.086  0.0425  0.0244
Si  0  2.7345  0.6835  -0.0959  0.0329  0.0165
Si  5.469  2.7345  0.6835  -0.0262  -0.0484  0.0056
Si  2.7345  5.469  0.6835  -0.0245  0.0545  0.0157
Si  8.2035  5.469  0.6835  -0.0076  0.028  0.0142
Si  0  8.2035  0.6835  0.027  0.005  0.0098
Si  5.469  8.2035  0.6835  -0.0147  0.0786  0.0303
Si  4.1018  1.3673  2.0507  0.0639  0.0387  -0.01
Si  9.5708  1.3673  2.0507  0.085  -0.0483  0.0243
Si  1.3673  4.1018  2.0507  0.029  -0.03  0.0178
Si  6.8362  4.1018  2.0507  0.039  0.0312  -0.0044
Si  4.1018  6.8362  2.0507  0.0445  -0.1049  0.0136
Si  9.5708  6.8362  2.0507  0.0296  0.0323  0.0107
Si  1.3673  9.5708  2.0507  -0.029  -0.0355  -0.0018
Si  6.8362  9.5708  2.0507  0.0875  -0.0674  0.0088
Si  0  0  3.418  -0.0816  -0.0135  -0.0787
Si  5.469  0  3.418  -0.2521  0.1403  0.2536
Si  2.7345  2.7345  3.418  0.1052  0.0014  -0.0647
Si  8.2035  2.7345  3.418  -0.1774  0.0343  0.1426
Si  0  5.469  3.418  0.0862  0.1515  0.007
Si  5.469  5.469  3.418  -0.2782  -0.0953  -0.2913
Si  2.7345  8.2035  3.418  -0.1685  0.2189  0.2806
Si  8.2035  8.2035  3.418  0.0967  0.4625  -0.4032
Si  1.3822  1.3548  4.7712  0.001  -0.0028  -0.0011
Si  6.7771  1.4151  4.8126  -0.0001  -0.0009  -0.0006
Si  4.0811  4.1243  4.7934  0.0016  -0.0004  0.0019
Si  9.5678  4.1237  4.7723  0.0016  -0.0018  -0.002
Si  1.3284  6.879  4.8145  -0.0003  0.0002  0.0001
Si  6.7789  6.9108  4.6896  -0.0007  -0.001  -0.0013
Si  4.027  9.6445  4.8357  -0.0009  0.0012  -0.0022
Si  9.5177  9.6335  4.7892  0.001  -0.0002  0.0011
Si  2.6552  0.0489  6.3163  0.0007  0.001  -0.0024
Si  8.1733  0.1203  6.1887  -0.0009  -0.0025  -0.0012
Si  0.0657  2.7739  6.0866  0.0014  0.0028  -0.0012
Si  5.3968  2.7467  6.2267  0.0014  0.0022  -0.001
Si  2.7397  5.5415  6.1627  0.0007  0.0004  -0.0017
Si  8.1604  5.5775  5.9927  -0.0004  0.0007  0.0003
Si  -0.055  8.2769  6.1672  -0.0023  -0.0025  -0.0008
Si  5.4704  8.2893  6.0946  -0.0002  -0.0014  0.0005
Si  3.7647  1.6797  7.6543  -0.002  -0.0041  -0.0016
Si  9.8159  1.2941  7.4453  0.001  0.0011  0.0026
Si  1.5637  3.9706  7.4552  -0.0043  -0.0053  -0.0034
Si  6.6229  4.4522  7.3113  -0.0032  0.0024  -0.0008
Si  4.3988  6.6833  7.4136  -0.001  0.0004  -0.0022
Si  9.1822  7.1738  7.3828  0.0027  -0.0024  -0.0056
Si  0.9722  9.8592  7.6034  0.0002  0.0012  -0.003
Si  6.9874  9.4588  7.4705  -0.0005  0.0018  -0.0017
O  5.4851  5.5208  7.8385  0.0023  -0.0018  -0.0008
O  -0.2351  -0.008  7.8898  0.0013  -0.003  0.0005
O  2.726  2.9204  8.0094  0.0015  0.0046  0.0034
O  8.0925  8.3099  7.898  -0.0017  0.0013  0.0005
O  1.5084  9.4551  24.3401  -0.0006  0.0002  0.0002
O  6.851  3.9372  24.1584  -0.0012  0.0013  0.0006
O  6.7693  9.5596  25.0471  0.0007  0.0024  0.0003
O  0.1325  4.8196  23.2957  0.0017  -0.0006  -0.0007
O  6.2589  10.0219  8.8519  -0.0001  -0.0002  0.002
O  0.6617  4.7378  8.5869  0.0005  0  0.0084
O  1.3689  9.1484  9.0145  0.0038  0.0082  -0.0161
O  7.4933  4.0828  8.6486  -0.0028  0.0092  -0.0052
O  9.634  6.4607  8.7717  0.0002  -0.0007  0.0031
O  4.3905  0.9954  9.0326  -0.0023  0.0006  0.001
O  3.9621  7.3954  8.8278  0.0009  -0.0027  0.0012
O  9.3779  2.1835  8.7622  0.0041  -0.0035  -0.0002
O  5.6801  0.3863  23.4388  -0.0022  0.0003  -0.0006
O  8.5744  1.968  23.3255  0.0006  -0.0007  -0.0013
O  10.3158  7.1116  23.9048  -0.0007  0.0004  0.0001
O  4.7158  5.4727  23.5006  0.0003  0.0001  -0.0024
O  8.2805  8.5361  23.3727  -0.0005  0.0008  0
O  2.3233  3.5219  23.4557  -0.0008  -0.0015  -0.0014
O  3.7795  7.9383  23.5744  0.0004  0.0001  -0.001
O  10.1595  -0.1387  23.8188  -0.0006  0.0008  -0.0024
Si  6.4361  12.2141  15.5623  -0.0013  -0.003  0.0047
Si  -2.6374  7.9047  14.0896  0.0033  0.0039  0.0042
Si  7.4926  4.0876  16.7367  0.0004  -0.0004  0.0024
Si  -0.417  3.7081  19.936  0  -0.0002  0.0012
Si  14.2744  2.1857  13.1042  0.0038  -0.0068  0.015
Si  3.1089  3.8266  17.9672  0.0006  -0.0007  0.0023
Si  3.6998  7.473  15.0087  0  0.0026  0.0062
Si  4.3149  0.8289  22.6687  0  -0.0016  0.0005
Si  1.3458  5.9655  14.0269  0.0017  0.0072  -0.0001
Si  4.3892  -0.7217  20.2266  0.001  -0.0006  0.0015
Si  4.7521  2.2225  20.0829  -0.0004  0.001  0.0013
Si  7.9927  2.7463  9.418  0.0021  -0.0046  -0.0039
Si  9.4851  3.716  11.718  -0.0237  0.0063  0.0148
Si  10.7971  5.7128  9.6205  0.0024  0.0112  -0.0044
Si  2.8997  4.4879  11.6207  0.0028  -0.0059  0.0233
Si  5.6537  8.0079  12.7029  0.0023  0.0023  0.0073
Si  9.9022  1.1079  22.8213  0.0003  -0.001  0.0002
Si  1.3264  8.4002  10.4487  -0.0082  0.01  0.0222
Si  9.9663  -1.0452  20.5651  0.0001  0  -0.0002
Si  3.4135  1.6115  15.9279  0.0036  -0.0006  0.0071
Si  7.2473  6.5069  21.0981  -0.0001  -0.0004  0
Si  16.5554  0.2352  12.7682  0.0007  -0.0024  0.0054
Si  0.0874  -2.153  13.1274  0.006  0.0108  -0.0127
Si  9.5148  5.0262  14.5765  -0.0002  0.0053  0.0138
Si  -9.8069  2.1622  11.1845  -0.0022  -0.1217  -0.0592
Si  3.5407  7.3109  19.73  0.0005  -0.0008  0.0012
Si  1.8309  9.8842  15.4489  -0.0035  -0.002  -0.002
Si  0.8728  6.0441  18.6353  0.0007  -0.0006  0.0037
Si  7.5441  3.6673  19.8445  0.0014  -0.0011  -0.0001
Si  7.9229  -1.278  16.6229  0.0006  0.0019  0.0027
Si  0.8825  3.5255  22.6855  0.0004  0.0005  -0.0002
Si  5.0774  5.993  17.2691  0.0008  -0.001  0.0021
Si  7.1537  9.0778  19.4738  -0.0003  0.0002  -0.0006
Si  3.9625  7.1914  10.4458  0.0012  0.0083  0.0007
Si  9.4469  7.6834  22.6413  -0.0004  0.0005  -0.0014
Si  4.593  6.853  22.6358  -0.0002  -0.0008  -0.0002
Si  5.8523  0.4966  9.5841  -0.0041  -0.0024  -0.0034
Si  10.8722  -2.0322  17.784  0.0003  0.0018  0.0005
O  10.0232  0.4311  21.3203  -0.0001  0.0002  -0.0016
O  4.4932  7.2788  13.6016  0.0032  0.0023  -0.0047
O  11.1505  2.1074  23.0911  0.0008  0.0017  -0.0001
O  6.9482  -1.7127  17.8689  -0.0002  -0.0012  0.0015
O  3.5663  8.9562  19.5895  0.0002  0.0007  -0.002
O  0.0723  7.2428  17.8192  0.0003  -0.0008  -0.0029
O  8.1289  3.1316  10.9878  0.0085  0  0.014
O  4.476  2.135  21.6998  0.0006  -0.0004  -0.001
O  1.8018  3.6767  10.7659  0.0202  0.0211  0.0046
O  13.2512  0.4675  15.6457  -0.0009  -0.0028  -0.0057
O  5.9333  -1.2092  20.3175  -0.0004  -0.0001  -0.0012
O  2.1416  5.1923  12.8794  0.0049  -0.0026  -0.0105
O  2.8435  8.2279  11.0376  0.0054  -0.0041  0.0003
O  3.9964  3.4124  12.2268  -0.0142  0.0165  -0.0183
O  16.5992  -1.3518  13.0746  0.003  -0.0041  -0.0044
O  3.7608  6.7595  21.248  -0.0004  -0.0007  -0.0016
O  1.8113  1.9145  12.705  0.02  -0.0122  0.0019
O  -14.2525  8.724  15.3313  -0.0012  -0.0018  -0.0047
O  -9.6423  1.075  10.0892  -0.0057  0.1142  0.061
O  3.8055  -0.4218  21.7355  0.001  0.0019  0.0011
O  3.16  8.9942  15.151  0  0.0003  -0.0036
O  11.7149  -1.143  14.2113  0.006  -0.0034  0.0049
O  6.5063  11.9632  13.9268  0.0005  -0.0004  -0.0026
O  3.3017  1.1646  23.8971  0.003  -0.0005  -0.0013
O  4.1059  -10.1738  12.9184  -0.0093  0.0075  0.0003
O  6.1461  7.1176  22.1598  0.0004  -0.0001  0
O  -12.4691  8.846  13.3452  -0.0043  -0.0037  0.0004
O  -0.8897  4.9853  10.855  0.0082  0.0062  -0.0067
O  7.9111  3.7445  18.2677  0.0012  -0.0009  0.0013
O  6.3604  2.5335  19.949  -0.0006  -0.0005  -0.0012
O  14.4165  2.6426  14.6763  -0.0006  -0.0052  -0.0091
O  4.3716  11.6732  19.4448  0.0004  -0.0003  -0.0016
O  7.1333  7.4403  13.0605  -0.0049  0.0026  -0.0041
O  -2.2211  6.4685  21.8228  0.0006  0.0002  -0.0008
O  -2.0761  4.3361  15.9004  -0.0015  -0.0013  -0.0008
O  2.0104  6.8737  19.4399  0.0007  0.0005  -0.0014
O  2.4377  6.4434  15.1509  -0.0049  -0.002  -0.0111
O  13.7347  2.4229  17.2154  0  0.002  -0.002
O  9.4737  -1.5388  17.0866  0.0033  -0.001  -0.0006
O  6.9011  1.6103  9.0767  -0.0002  0.002  -0.0013
O  4.7297  7.1746  16.2258  -0.0003  -0.0007  -0.004
O  19.9465  6.5652  14.6389  -0.0008  0.0014  -0.0032
O  4.1838  4.6479  17.0814  0.0003  0  -0.0017
O  -1.923  3.3962  20.5552  0.0004  -0.0004  -0.0013
O  10.5366  13.4572  11.7435  -0.0032  -0.0037  -0.0041
O  7.312  -3.4433  19.8066  0.0001  -0.0002  -0.0018
O  0.4194  9.1584  11.5764  -0.0025  -0.0172  0.0066
O  0.8388  6.8561  10.2194  -0.005  -0.0127  -0.0044
O  4.6739  6.6168  18.7544  -0.0006  0.0008  -0.0002
O  15.858  11.9167  16.1554  0.0006  0.0012  -0.0036
O  3.6861  5.6189  10.7567  -0.0036  -0.0111  0.002
O  6.5878  5.4643  16.9164  -0.0006  0.0003  -0.0025
O  10.2657  -2.2749  21.6233  0.0001  -0.0012  0
O  1.7366  4.7439  18.0269  -0.0008  0.0006  -0.0025
O  7.5452  11.217  16.2646  -0.0007  0.0008  -0.0039
O  9.0671  4.2591  13.213  -0.0053  -0.0084  -0.0162
O  0.0269  9.6121  19.2846  0  0.0006  0.0003
O  3.8053  14.3274  19.4094  0.0016  -0.0012  -0.0004
O  5.3699  18.5972  11.1377  -0.0006  -0.0019  -0.0004
O  6.9096  5.0138  20.5381  -0.0006  0.0017  -0.0004
O  1.1601  -1.5141  16.8645  -0.0009  -0.0004  -0.0004
O  0.2094  5.0264  14.7352  0.0077  0.0002  -0.003
O  0.6229  -3.6628  13.3998  0.0068  -0.0114  0.002
O  8.461  9.8726  19.9792  0.0006  0.0002  -0.0012
O  6.0414  0.4209  11.2005  -0.0006  0  0.0023
O  6.7516  2.8291  15.9949  0.0017  0.003  -0.0027
O  0.7852  3.5979  21.068  0.0005  0.0001  0.0001
O  10.6111  5.2816  19.4434  -0.0002  -0.001  -0.0016
O  -0.1983  2.5841  18.7797  0.0099  0.0023  -0.0112
H  0.473  2.7288  18.095  -0.0088  -0.003  0.01

Results
free energy: -138085.522 eV
free energy less fixed offsets of H -15.97, O -568.88, Si -635.61 eV per atom: 8.028 eV

The program warned: the cutoff lies below the one the program advises for these potential files; the exchange-correlation potential is rough where the density is thin.
